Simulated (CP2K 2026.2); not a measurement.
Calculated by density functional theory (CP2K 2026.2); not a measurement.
Periodic cell of 534 atoms, Si358O176, from a study of silicon, its oxide and their interface. The atomic structure is a simulated model.
Doubt: the forces sum to 1.15 eV/angstrom along one axis rather than to zero, so they err by at least 0.0022 eV/angstrom per atom on average; the grid cutoff is modest.

Settings: functional PBE; method Gaussian and plane waves; basis set DZVP-MOLOPT-SR-GTH; pseudopotentials GTH-PBE; grid cutoff 400 Ry, relative cutoff 50 Ry; k points Gamma only; occupations fixed; spin none; net charge 0.

Cell vectors (angstrom)
a 16.4025 0 0
b 0 16.4025 0
c 0 0 35.7339

Atoms and the computed forces on them: element, x, y, z (angstrom), force x, y, z (eV/angstrom)
Si -0.315 0.441 0.038 0.07 -0.054 -0.349
Si 2.982 2.723 0.188 -0.144 -0.241 0.22
Si -0.493 5.986 0.235 -0.057 0.148 -0.036
Si 2.358 8.67 -0.082 -0.18 0.025 0.236
Si 0.124 10.901 0.059 0.034 0.119 0.136
Si 3.222 13.533 -0.016 -0.089 0.059 -0.035
Si 6.135 -0.528 -0.108 0.2 0.077 0.21
Si 8.359 2.687 -0.361 -0.164 0.44 -0.018
Si 5.032 5.255 -0.031 0.219 -0.084 -0.074
Si 8.582 8.151 0.065 0.115 0.184 0.233
Si 5.377 11.297 0.195 0.026 -0.129 -0.03
Si 8.351 13.587 0.226 0.1 -0.032 0.007
Si 11.26 -0.332 0.109 0.218 0.018 0.086
Si 13.882 2.755 0.356 0.066 0.102 -0.077
Si 10.702 5.86 0.154 -0.016 0.128 -0.062
Si 13.861 8.308 0.145 -0.027 -0.083 0.126
Si 10.525 11.242 -0.187 -0.042 0.187 0.413
Si 13.615 14.027 -0.074 -0.141 -0.009 0.237
Si 1.424 1.394 1.375 0.005 0.158 -0.333
Si 4.256 3.972 1.681 -0.274 0.06 -0.139
Si 1.368 6.982 1.347 -0.111 0.099 -0.204
Si 4.078 9.662 1.328 -0.011 -0.036 -0.241
Si 1.453 12.476 1.284 0.062 -0.208 -0.321
Si 4.35 15.071 1.343 0.075 -0.07 -0.206
Si 7.096 1.314 1.173 -0.233 -0.295 -0.072
Si 9.509 4.127 1.269 0.142 0.06 -0.042
Si 7.056 6.949 1.405 0.061 0.136 -0.045
Si 9.625 9.762 1.434 -0.14 -0.198 -0.216
Si 6.904 12.381 1.608 -0.116 -0.146 -0.3
Si 9.739 14.968 1.526 0.05 0.008 -0.219
Si 12.29 1.409 1.443 -0.042 -0.195 -0.257
Si 15.031 4.304 1.657 0.035 -0.111 -0.2
Si 12.3 7.031 1.454 0.025 -0.041 -0.273
Si 15.098 9.715 1.533 0.114 -0.039 -0.304
Si 12.33 12.347 1.151 -0.079 0.107 -0.364
Si 15.073 15.163 1.378 -0.043 0.024 -0.129
Si 0.095 2.818 2.81 0.075 0.139 0.064
Si 2.846 0.015 2.687 0.052 -0.001 -0.041
Si 0.053 8.306 2.843 0.13 -0.136 0.095
Si 2.769 5.506 2.734 -0.333 0.093 0.106
Si 0.083 13.786 2.693 -0.086 0.013 -0.001
Si 2.754 11.052 2.753 0.013 -0.004 -0.095
Si 5.725 2.605 2.777 0.267 -0.061 -0.005
Si 8.359 0.041 2.757 0.045 0.074 -0.043
Si 5.465 8.231 2.673 -0.017 0.018 -0.105
Si 8.283 5.495 2.795 -0.101 -0.049 0.085
Si 5.548 13.766 2.882 -0.044 0.024 0.21
Si 8.215 10.948 2.874 -0.01 -0.104 0.103
Si 10.899 2.8 2.735 -0.041 0.059 -0.117
Si 13.7 0.063 2.818 0.011 0.133 -0.001
Si 10.98 8.378 2.82 -0.042 0.07 0.136
Si 13.593 5.623 2.896 -0.073 0.016 0.148
Si 11.074 13.596 2.817 0.05 -0.099 -0.09
Si 13.651 11.076 2.719 -0.089 0.021 0.037
Si 1.426 4.189 4.179 0.07 -0.105 -0.058
Si 4.204 1.36 4.109 -0.071 0.036 -0.019
Si 1.424 9.675 4.184 -0.04 -0.02 -0.12
Si 4.122 6.884 4.101 0.077 -0.062 -0.047
Si 1.451 15.094 4.103 0.031 -0.005 -0.002
Si 4.138 12.365 4.175 -0.026 -0.023 -0.113
Si 6.925 4.104 4.163 0.143 0.018 -0.029
Si 9.638 1.421 4.174 -0.121 0.038 -0.037
Si 6.808 9.557 4.144 0.096 -0.021 0.014
Si 9.63 6.9 4.154 0.043 0.069 -0.079
Si 6.948 15.127 4.183 -0.161 0.058 -0.11
Si 9.624 12.314 4.197 0.092 -0.071 -0.043
Si 12.26 4.149 4.157 0.007 0.111 0.022
Si 15.086 1.448 4.159 -0.011 -0.105 -0.08
Si 12.367 9.701 4.184 -0.106 -0.057 -0.06
Si 15.058 6.934 4.208 0.035 0.039 -0.089
Si 12.37 15.048 4.182 0.062 -0.033 -0.073
Si 15.082 12.413 4.073 -0.031 0.023 -0.018
Si 0.027 0.011 10.995 -0.016 0.007 -0.002
Si 2.746 2.742 10.986 0.004 -0.012 0.001
Si 0.03 5.49 10.968 -0.004 0.017 -0.006
Si 2.751 8.216 10.995 0.008 -0.015 0.013
Si 0.021 10.947 10.987 0.016 -0.003 -0.004
Si 2.743 13.665 11.004 0.017 0.028 0.01
Si 5.462 -0.011 10.979 0.023 0.024 -0.006
Si 8.199 2.731 10.998 0.023 0.002 0.004
Si 5.467 5.476 11.003 0.015 -0.019 0.002
Si 8.188 8.209 11.014 0.021 0.02 0.002
Si 5.454 10.933 11.006 -0.003 0.01 0.001
Si 8.184 13.655 10.989 0.032 0.015 0.008
Si 10.936 -0.006 10.978 0.026 0.028 -0.016
Si 13.696 2.746 10.988 -0.004 0.041 -0.003
Si 10.942 5.474 10.999 -0.006 -0.013 -0.013
Si 13.691 8.221 10.983 -0.005 -0.018 -0.001
Si 10.925 10.936 10.988 0.03 0.015 -0.007
Si 13.676 13.678 10.995 0.002 0.018 0.012
Si 1.403 1.359 12.368 -0.005 0.044 0.005
Si 4.1 4.103 12.364 0.017 0.023 0.004
Si 1.38 6.851 12.355 -0.021 -0.035 -0.016
Si 4.097 9.567 12.395 -0.021 -0.016 -0.007
Si 1.38 12.284 12.375 -0.055 -0.024 -0.008
Si 4.109 15.026 12.368 -0.006 -0.005 0.002
Si 6.82 1.345 12.345 -0.033 -0.035 -0.009
Si 9.561 4.102 12.359 0.012 -0.005 0.007
Si 6.813 6.842 12.386 0 -0.018 0.002
Si 9.553 9.582 12.37 -0.002 -0.026 0.001
Si 6.804 12.304 12.378 0.007 -0.034 0.004
Si 9.553 15.024 12.335 0.008 0.007 0.001
Si 12.311 1.355 12.327 -0.052 -0.042 -0.02
Si 15.081 4.116 12.338 -0.002 -0.007 -0.011
Si 12.322 6.849 12.343 0.014 0.01 -0.016
Si 15.061 9.582 12.351 -0.019 0.007 0.009
Si 12.292 12.299 12.343 -0.029 -0.016 0.002
Si 15.056 15.034 12.35 0.004 0.004 -0.005
Si 0.031 2.734 13.712 -0.018 -0.018 0.007
Si 2.749 -0.03 13.752 0.026 -0.022 0.008
Si 0.031 8.229 13.73 -0.031 -0.057 0.002
Si 2.729 5.475 13.725 0.001 0.034 -0.035
Si -0.005 13.644 13.719 0.012 0.026 -0.015
Si 2.719 10.914 13.778 0.03 0.027 0.006
Si 5.443 2.694 13.714 0.022 0.005 -0.039
Si 8.151 -0.057 13.705 0.068 0.06 -0.014
Si 5.436 8.188 13.779 0.054 -0.03 0.051
Si 8.175 5.452 13.734 -0.002 0.025 -0.003
Si 5.427 13.648 13.77 -0.014 0.071 0.01
Si 8.158 10.928 13.743 0.039 0.011 0.018
Si 10.922 2.693 13.685 0.053 0.009 0.02
Si 13.665 -0.019 13.697 -0.029 0.026 0.034
Si 10.936 8.2 13.705 -0.003 -0.034 0.016
Si 13.723 5.497 13.69 -0.057 -0.007 0.026
Si 10.897 13.643 13.7 0.016 0.009 -0.014
Si 13.666 10.933 13.7 0.003 0.003 -0.021
Si 1.397 4.093 15.092 0.031 0.012 0.071
Si 4.117 1.331 15.131 0.033 0.025 0.077
Si 1.363 9.555 15.178 -0.053 -0.027 0.134
Si 4.039 6.829 15.152 -0.036 -0.101 0.04
Si 1.382 14.964 15.089 -0.058 0.005 -0.013
Si 4.054 12.287 15.159 0.011 -0.059 0.024
Si 6.788 4.058 15.073 0.001 0.01 0.005
Si 9.516 1.316 15.033 -0.078 -0.104 -0.015
Si 6.81 9.556 15.143 -0.043 -0.046 0.12
Si 9.567 6.825 15.068 0.03 0.058 0.02
Si 6.799 15.005 15.138 -0.02 -0.041 0.106
Si 9.502 12.321 15.093 -0.001 -0.009 0.033
Si 12.36 4.06 14.968 -0.067 0.038 -0.027
Si 15.054 1.342 15.041 0.053 0.053 -0.026
Si 12.306 9.567 15.061 -0.03 -0.01 0.026
Si 15.072 6.874 15.093 0.066 0.037 0.028
Si 12.291 14.985 15.039 -0.038 0.012 -0.007
Si 14.998 12.303 15.081 -0.016 -0.052 0.085
Si -0.028 -0.089 16.378 0.051 -0.055 0.048
Si 2.713 2.676 16.481 0.016 0.056 0.094
Si 0.077 5.515 16.443 -0.13 -0.05 -0.009
Si 2.709 8.182 16.62 0.011 0.047 -0.043
Si -0.069 10.953 16.487 -0.012 0.073 0.035
Si 2.656 13.603 16.563 -0.018 -0.009 0.165
Si 5.475 -0.021 16.556 -0.114 -0.057 0
Si 8.143 2.665 16.411 0.071 0.038 0.014
Si 5.362 5.354 16.442 -0.029 0.1 0.168
Si 8.216 8.175 16.488 0.078 -0.094 0.103
Si 5.409 10.913 16.53 0.015 0.039 0.01
Si 8.104 13.604 16.545 0.065 0.054 0.138
Si 10.869 -0.093 16.346 -0.035 0.116 0.072
Si 13.729 2.757 16.37 -0.051 -0.042 0.08
Si 10.975 5.382 16.306 0.061 -0.044 0.021
Si 13.681 8.236 16.454 -0.011 -0.033 0.12
Si 10.906 10.942 16.375 -0.085 -0.025 0.046
Si 13.603 13.626 16.469 0.113 -0.003 0.052
Si 1.312 1.243 17.75 0.027 -0.098 -0.201
Si 4.034 3.994 17.957 0.056 0.052 0.093
Si 1.317 6.817 18.002 0.047 -0.027 0.164
Si 4.057 9.613 17.977 -0.064 -0.028 -0.046
Si 1.205 12.259 17.995 -0.047 0.092 0.057
Si 4.054 14.987 17.891 0.155 0.005 -0.184
Si 6.855 1.369 17.941 0.071 0.014 0.034
Si 9.628 3.987 17.642 -0.007 -0.06 -0.089
Si 6.761 6.724 17.734 -0.23 -0.215 -0.389
Si 9.625 9.614 17.824 0.081 0.043 -0.14
Si 6.735 12.202 17.997 0.051 0.127 -0.033
Si 9.515 15.017 17.84 -0.055 -0.113 -0.048
Si 12.28 1.324 17.557 -0.079 0.036 -0.262
Si 15.132 4.132 17.758 0.111 0.012 -0.095
Si 12.363 6.693 17.663 0.021 0.124 -0.022
Si 14.952 9.679 17.918 -0.1 0.022 -0.102
Si 12.184 12.267 17.829 -0.016 -0.077 -0.013
Si 15.02 14.984 17.788 0.098 -0.029 -0.054
Si -0.016 2.613 19.057 -0.156 0.055 0.234
Si 2.603 -0.106 19.189 -0.061 0.034 0.259
Si -0.128 8.295 19.274 0.252 0.077 -0.036
Si 2.677 5.382 19.426 0.099 -0.183 0.176
Si -0.213 13.693 19.409 -0.023 -0.015 0.252
Si 2.574 10.885 19.406 -0.089 0.008 0.131
Si 5.363 2.511 19.4 -0.304 0.06 0.171
Si 8.309 0.066 19.284 0.297 0.034 0.149
Si 5.529 8.168 19.138 -0.083 -0.136 -0.009
Si 8.236 5.317 18.914 0.329 -0.03 0.049
Si 5.348 13.663 19.358 -0.088 -0.02 0.303
Si 8.187 10.804 19.342 -0.012 0.09 0.015
Si 11.001 2.612 18.988 -0.041 -0.055 0.217
Si 13.55 -0.031 18.914 0.069 0.136 0.176
Si 11.032 8.078 18.962 0.133 0.167 0.193
Si 13.814 5.514 19.136 -0.15 0 0.085
Si 10.796 13.571 19.227 -0.118 0.006 0.272
Si 13.566 11.095 19.34 -0.217 0.029 -0.044
Si 1.585 3.486 20.564 -0.081 0.148 0.152
Si 3.792 1.217 20.7 0.037 -0.011 -0.129
Si 1.225 9.456 20.875 0.096 0.069 -0.231
Si 4.486 6.601 20.495 0.114 -0.05 -0.19
Si 1.365 14.938 20.673 -0.17 -0.092 -0.093
Si 3.543 12.622 20.685 0.041 -0.001 -0.269
Si 6.396 4.037 20.845 0.384 0.132 0.252
Si 10.181 1.016 20.593 -0.019 0.066 -0.013
Si 7.46 8.75 20.348 -0.209 0.43 0.488
Si 9.136 7.169 19.906 0.675 -0.395 0.165
Si 7.02 14.973 20.516 -0.119 -0.209 -0.008
Si 9.118 12.53 20.694 0.028 -0.165 -0.049
Si 12.521 3.899 20.183 -0.002 -0.094 0.35
Si 14.572 1.594 20.237 0.128 0.104 0.257
Si 12.572 8.624 20.702 -0.783 -0.202 0.065
Si 14.606 7.309 20.545 0.18 -0.267 0.34
Si 12.245 15.038 20.314 -0.035 -0.034 0.148
Si 14.394 12.744 20.798 0.209 0.338 -0.219
Si -1.587 -1.683 24.952 -0.013 -0.123 0.345
Si -0.979 7.766 23.529 -0.142 -0.211 0.414
Si 1.707 7.452 25.189 -0.025 -0.205 0.334
Si -1.865 5.017 24.34 -0.024 0.058 0.011
Si -3.594 12.677 26.202 0.042 -0.003 0.146
Si -0.409 16.585 22.73 0.016 0.169 -0.116
Si 5.213 -0.719 22.864 0.009 0.271 -0.035
Si 10.034 2.542 23.424 -0.036 0.01 0.141
Si 7.491 4.486 23.673 0.156 0.18 0.146
Si 8.488 7.319 22.677 0.056 -0.181 0.25
Si 4.89 12.547 23.227 0.224 -0.049 0.441
Si 7.949 12.159 23.435 0.271 -0.026 0.262
Si 9.226 0.626 25.536 -0.065 -0.027 -0.044
Si 16.888 3.109 23.393 -0.001 -0.006 0.266
Si 11.195 7.81 23.538 -0.143 0.033 0.077
Si 13.782 3.367 26.842 0.074 0.032 -0.11
Si 8.745 10.972 26.022 0.019 -0.013 0.059
Si 15.6 10.745 23.013 0.057 -0.122 0.1
Si -2.864 0.434 26.999 -0.027 -0.019 0.033
Si 5.256 3.786 25.41 -0.073 0.034 0.096
Si 2.57 4.892 24.25 0.071 -0.143 0.52
Si 5.65 6.239 31.485 0.078 0.05 -0.347
Si -5.034 14.826 27.906 0.118 -0.084 0.005
Si 3.403 12.066 25.942 -0.25 -0.037 0.267
Si 6.163 0.987 25.227 0.095 0.335 0.142
Si 11.964 4.813 22.947 0.054 0.048 0.187
Si 2.937 7.362 22.711 -0.005 0.203 0.5
Si 11.633 9.74 25.933 -0.073 0.073 0.131
Si 3.066 10.307 28.431 -0.065 0.049 0.054
Si 8.422 13.954 25.774 0.075 -0.092 0.065
Si 12.752 4.746 31.159 0.274 0.253 -0.271
Si 11.425 4.817 28.434 0.077 0.149 -0.02
Si 11.542 7.962 28.435 0.042 -0.07 -0.057
Si 16.713 12.438 25.477 0.09 0.093 0.313
Si 12.104 14.74 30.911 0.034 0.067 0.042
Si 18.665 17.059 28.308 -0.07 0.059 0.069
Si -0.664 1.753 28.359 0.04 0.078 0.141
Si 3.631 -2.053 28.114 -0.064 -0.045 0.042
Si -1.011 3.177 31.064 -0.109 -0.002 -0.101
Si 3.475 5.386 29.501 0.085 0.074 -0.09
Si -0.753 12.791 33.532 -0.159 -0.104 -0.02
Si 4.199 7.465 33.973 0.06 -0.079 -0.574
Si 6.566 -2.723 28.252 -0.021 -0.17 0.043
Si 9.488 2.336 28.249 0.067 0.121 -0.072
Si 2.13 7.635 28.217 -0.042 -0.145 0.043
Si 6.747 1.376 28.261 -0.111 0.094 -0.025
Si 0.509 10.702 29.712 -0.121 -0.242 0.114
Si 7.314 10.762 28.572 0.125 -0.098 0.042
Si 9.732 9.974 30.016 0.086 0.014 -0.045
Si 16.475 8.013 30.62 0.169 -0.066 -0.068
Si 8.556 15.349 29.322 0.094 -0.046 0.066
Si 14.392 13.205 30.752 -0.034 0.29 -0.304
Si 0.144 1.547 33.145 -0.177 -0.218 -0.442
Si 2.428 0.298 31.504 -0.047 -0.025 -0.113
Si 2.693 12.451 30.396 0.078 -0.053 -0.051
Si 6.227 3.826 33.328 0.04 0.148 -0.338
Si 1.179 20.671 34.272 0.014 0.199 -0.192
Si 2.174 13.912 32.884 0.097 0.037 -0.291
Si 4.325 2.795 28.21 0.016 0.167 -0.055
Si 9.921 1.597 33.976 0.207 -0.274 -0.214
Si 6.6 9.475 33.866 0.151 0.22 -0.18
Si 7.166 8.953 30.972 0.099 -0.166 -0.178
Si 4.659 17.674 33.489 -0.116 -0.008 0.101
Si 11.938 11.909 31.409 -0.201 0.135 -0.434
Si 12.061 3.863 34.003 0.284 0.341 -0.091
Si 17.58 5.478 31.695 -0.196 0.103 -0.431
Si 12.344 9.798 33.468 0.077 -0.255 -0.182
Si 13.304 7.768 31.112 0.114 -0.089 -0.099
Si 10.133 17.068 30.99 0.141 -0.272 -0.224
Si 15.164 12.241 28.208 -0.07 0.078 -0.074
O 1.944 4.983 33.03 0.265 0.044 0.194
O 2.236 4.16 35.494 -0.258 0.152 -0.178
O 2.002 -1.219 31.885 -0.214 -0.232 -0.037
O 0.007 0.227 34.11 -0.062 0.044 0.362
O -1.542 7.114 35.298 0.092 -0.075 0.687
O -0.108 5.189 34.587 0.35 -0.383 -0.34
O 4.504 6.779 32.523 -0.197 0.309 0.257
O 2.801 8.289 34.073 -0.061 -0.129 0.219
O 1.247 17.68 31.991 -0.229 0.294 0.211
O -0.624 11.408 34.396 -0.201 -0.106 0.306
O 2.975 14.295 34.249 -0.116 -0.15 0.36
O 0.724 13.452 33.455 0.121 0.06 0.031
O 5.543 0.094 34.209 0.192 -0.165 -0.01
O 3.653 1.924 34.619 -0.074 -0.021 0.323
O 7.601 3.617 34.177 0.383 -0.209 0.091
O 6.516 5.889 35.956 -0.104 0.049 0.152
O 7.862 2.582 28.306 0.054 0.028 -0.151
O 5.091 4.372 34.336 -0.244 -0.186 0
O 8.007 8.849 34.407 0.176 0.108 -0.04
O 6.552 9.748 32.258 0.039 0.257 0.257
O 6.284 10.883 34.603 0.146 0.076 0.071
O 4.243 12.307 35.269 0.057 0.07 0.192
O 9.373 12.457 35.126 -0.062 -0.04 0.461
O 7.278 14.678 35.183 -0.059 0.289 0.097
O 9.743 1.514 32.322 -0.01 0.186 0.595
O 10.351 0.111 34.53 -0.347 0.024 -0.173
O 14.92 1.591 35.569 0.153 -0.081 0.234
O 13.497 3.621 34.726 -0.051 -0.069 0.147
O 9.673 7.017 35.26 0.069 -0.022 0.159
O 11.403 5.254 34.524 -0.005 -0.175 -0.206
O 13.39 9.258 34.599 -0.205 0.139 -0.044
O 10.264 8.824 28.985 -0.22 0.059 -0.127
O 10.949 10.133 34.324 -0.233 0.339 0.183
O 12.574 11.268 32.773 0.022 0.011 0.195
O 14.509 13.683 34.304 0.033 0.163 0.19
O 12.44 15.104 35.15 0.149 -0.139 0.446
O 0.551 3.662 21.858 0.175 0.195 -0.349
O 2.992 7.941 24.261 -0.023 0.1 -0.375
O 4.2 0.312 22.06 -0.207 0.213 0.011
O 2.753 2.434 21.186 -0.165 0.377 -0.406
O 0.47 10.389 22.025 0.269 0.155 -0.282
O -0.414 11.379 24.47 -0.075 -0.002 -0.036
O 4.39 7.312 22.006 0.066 -0.158 -0.306
O 1.994 8.239 21.705 -0.188 -0.047 -0.189
O 0.816 15.722 22.05 0.192 0.064 -0.089
O -1.388 15.605 23.6 -0.136 -0.129 -0.413
O 3.979 11.833 22.083 -0.055 -0.174 -0.171
O 2.434 13.772 21.196 0.369 -0.169 -0.475
O 5.685 5.499 20.681 -0.314 -0.065 -0.109
O 8.815 3.557 23.817 0.02 -0.144 0.059
O 9.82 1.96 21.908 0.177 -0.054 0.029
O 10.228 1.24 24.408 0.323 -0.127 -0.132
O 7.448 8.444 22.044 0.261 -0.024 -0.394
O 7.89 4.253 20.178 -0.269 0.266 -0.169
O 11.888 8.729 24.686 0.167 -0.105 -0.144
O 9.395 6.645 21.482 -0.136 0.197 0.132
O 8.148 13.842 20.925 -0.22 0.049 -0.133
O 6.577 15.653 21.965 -0.02 0.141 -0.138
O 9.107 11.963 22.279 0.061 0.159 -0.338
O 8.161 10.939 24.503 -0.061 -0.086 -0.27
O 15.863 4.107 24.167 0.028 -0.078 -0.186
O 11.654 4.716 21.353 -0.157 0.064 -0.355
O 13.53 2.739 20.881 0.06 -0.021 -0.659
O 15.056 0.751 21.548 0.048 -0.204 -0.021
O 12.739 10.265 20.565 0.136 -0.149 -0.134
O 11.478 6.197 23.676 0.013 -0.036 -0.187
O 15.401 7.072 22.043 -0.106 -0.159 -0.492
O 14.833 9.304 23.349 -0.004 0.126 -0.305
O 13.307 14.002 21.18 -0.039 0.029 -0.266
O 11.261 16.201 21.099 -0.234 0.051 -0.363
O 16.272 13.975 25.114 -0.055 0.047 0.024
O 14.756 11.891 22.193 -0.107 0.267 -0.193
O -1.972 -0.586 26.096 0.133 0.08 -0.039
O -1.937 0.714 28.328 -0.118 0.029 0.027
O 1.932 3.403 24.112 0.068 -0.028 -0.11
O 0.148 1.508 23.553 0.163 -0.191 0.147
O -1.711 6.648 24.499 -0.159 0.056 -0.264
O -2.58 4.492 25.687 -0.054 0.14 0.064
O 1.661 8.038 26.697 -0.234 0.077 -0.001
O 1.768 5.814 25.351 0.013 0.049 -0.087
O -4.59 8.342 22.132 0.266 0.19 -0.173
O -4.09 11.219 25.632 -0.154 0.154 0.016
O -4.789 13.636 26.803 0.016 -0.154 -0.057
O 1.899 12.143 25.317 -0.15 -0.145 -0.227
O 5.516 -0.233 24.392 -0.308 -0.481 -0.045
O 4.659 -2.243 23.042 0.003 0.109 0.132
O 9.261 -1.023 25.667 0.085 -0.044 -0.121
O 11.353 3.476 23.651 0.057 -0.13 0.001
O 6.589 3.832 22.468 -0.355 -0.166 -0.184
O 6.079 0.882 26.847 -0.194 0.023 0.065
O 9.577 8.042 23.669 0.105 0.026 -0.162
O 7.768 6.078 23.447 0.114 0.102 -0.128
O 3.622 10.798 26.973 -0.046 0.135 -0.153
O 3.306 8.709 28.678 -0.074 -0.018 0.242
O 8.061 13.608 24.217 -0.283 0.098 0.043
O 6.423 12.097 22.875 -0.191 -0.007 -0.215
O 7.764 1.068 24.941 0.029 0.009 -0.026
O 9.653 1.333 26.954 0.273 -0.221 0.144
O 12.782 4.082 27.909 0.09 0.097 0.005
O 16.852 7.967 24.289 -0.008 0.05 -0.06
O 12.179 8.891 27.234 0.08 -0.061 -0.103
O 13.584 4.737 23.061 0.164 0.179 -0.047
O 16.316 12.309 27.062 0.125 -0.114 -0.194
O 11.21 6.398 27.947 0.132 -0.024 0.055
O 9.112 12.558 26.357 -0.047 0.045 0.236
O 10.053 10.034 26.165 -0.033 -0.148 -0.104
O 15.408 10.879 29.1 0.204 0.124 0.216
O 13.65 13.535 25.062 -0.078 -0.039 -0.185
O 2.794 -0.738 27.663 -0.048 -0.074 -0.266
O -3.175 1.902 26.32 -0.286 -0.147 -0.222
O 6.703 4.459 25.11 0.156 -0.096 0.003
O 5.303 2.29 24.759 0.11 -0.124 -0.301
O 4.115 4.692 24.703 -0.139 -0.002 0.041
O 0.771 7.57 29.171 -0.115 -0.165 0.031
O 2.946 6.213 28.196 0.058 0.222 0.077
O 5.458 8.423 34.311 -0.016 -0.03 0.395
O 0.601 9.543 30.852 -0.197 -0.006 0.029
O -3.204 12.121 30.39 0.077 0.095 -0.065
O 3.632 13.408 26.805 -0.07 0.055 -0.15
O 1.433 10.399 28.4 -0.09 0.16 -0.278
O 7.506 0.076 28.825 0.005 0.003 0.003
O 7.122 -2.259 26.768 -0.01 0.059 -0.075
O 8.792 9.147 31.071 -0.113 0.003 0.193
O 11.577 4.889 30.053 -0.19 0.102 0.098
O 2.46 5.775 22.861 -0.058 0.01 -0.497
O 4.898 5.928 30.074 0.216 -0.122 0.079
O 7.615 10.318 27.024 0.077 0.193 0.088
O 6.404 4.911 32.098 -0.057 -0.102 0.175
O 3.567 11.209 29.727 0.044 0.099 -0.036
O 4.469 12.013 24.716 0.213 -0.034 -0.115
O 9.077 15.824 30.784 0.106 -0.002 -0.109
O 7.679 13.992 29.412 0.117 0.083 0.082
O 13.267 6.22 31.629 0.146 0 -0.006
O 10.184 3.808 28.054 -0.23 -0.068 -0.227
O 16.402 4.412 31.364 0.027 0.213 -0.033
O 13.979 3.827 30.597 -0.124 0.117 0.088
O 12.521 8.7 32.226 0.003 0.15 0.264
O 10.883 10.843 30.771 0.247 -0.169 0.096
O 13.706 14.616 31.274 -0.115 -0.276 -0.091
O 15.225 12.561 31.979 0.261 -0.253 0.278
O 13.736 12.269 27.471 -0.05 0.095 0.036
O 12.058 14.439 29.31 -0.033 -0.14 -0.233
O 12.094 16.178 27.345 -0.155 -0.001 0.056
O 17.106 17.372 27.924 0.037 0.041 -0.058
O -0.403 2.3 29.851 0.022 -0.142 0.209
O -1.167 2.159 32.351 0.218 -0.199 0.074
O 0.733 2.736 34.068 0.128 0.031 0.35
O 2.886 -2.665 29.423 -0.167 0.083 0.187
O 3.002 12.798 31.968 0.049 0.018 0.097
O -1.11 3.049 27.432 0.01 -0.08 0.09
O 3.161 1.832 27.626 -0.027 -0.167 -0.148
O 5.012 3.68 27.018 -0.046 0.125 0.16
O -5.071 13.445 31.638 -0.118 0.009 0.098
O 2.557 16.945 29.906 -0.025 0.107 0.224
O 4.028 6.475 35.265 -0.149 0.045 0.031
O 1.191 9.77 35.267 0.226 -0.22 0.068
O 3.604 3.811 29.225 -0.02 -0.227 -0.06
O 5.205 -1.865 28.517 0.074 -0.07 0.215
O 10.088 1.613 29.626 0.105 0.135 0.063
O 5.654 2.387 32.816 0.178 -0.237 0.135
O 6.641 9.6 29.536 -0.037 -0.035 -0.086
O 2.308 5.543 30.576 -0.135 0.154 0.292
O 6.774 7.375 31.126 0.163 0.039 -0.107
O 5.448 1.95 29.062 -0.006 0.094 -0.029
O 3.828 17.039 32.25 0.36 0.227 0.153
O 1.104 12.056 30.383 -0.047 0.084 -0.161
O 6.333 12.067 28.442 -0.337 -0.093 0.152
O 8.79 11.069 29.236 -0.115 0.154 -0.101
O 12.131 3.95 32.403 -0.054 -0.424 0.357
O 11.202 2.544 34.351 -0.101 -0.114 -0.098
O 16.952 6.981 31.785 0.228 -0.119 0.056
O 14.858 8.125 30.752 -0.243 -0.014 0.2
O 11.561 16.255 31.225 0.025 -0.01 0.052
O 9.792 15.099 28.27 -0.142 -0.084 0.099
O 12.581 7.872 29.667 -0.024 0.03 0.119
O 15.214 13.443 29.343 -0.061 0.077 0.262
Si 0.061 0.045 5.493 0.033 0.104 -0.063
Si 2.817 2.764 5.478 0.034 0.091 -0.015
Si 0.021 5.523 5.536 -0.036 -0.008 -0.013
Si 2.78 8.25 5.509 -0.011 0.054 -0.043
Si 0.006 11.026 5.5 0.036 -0.059 -0.051
Si 2.757 13.718 5.525 0.006 -0.014 -0.037
Si 5.52 0.03 5.542 0.07 -0.038 0.003
Si 8.259 2.761 5.561 0.048 0.02 -0.009
Si 5.497 5.491 5.471 -0.077 -0.063 0.013
Si 8.207 8.215 5.518 -0.046 -0.026 -0.035
Si 5.488 10.962 5.52 -0.026 -0.026 -0.031
Si 8.262 13.709 5.535 0.071 0.041 0.013
Si 10.983 0.022 5.527 0.038 0.007 -0.031
Si 13.677 2.791 5.51 0.042 0.009 -0.035
Si 10.952 5.522 5.553 -0.01 0 -0.008
Si 13.698 8.297 5.554 0.042 0.023 0.026
Si 10.969 10.975 5.582 -0.014 0.001 -0.012
Si 13.744 13.706 5.541 -0.008 0.078 -0.049
Si 1.43 1.408 6.86 -0.034 -0.056 -0.032
Si 4.152 4.129 6.875 -0.014 -0.001 -0.065
Si 1.407 6.882 6.882 -0.019 -0.007 -0.011
Si 4.131 9.601 6.896 0.011 -0.029 0.023
Si 1.384 12.353 6.886 -0.027 0.037 0.012
Si 4.136 15.063 6.892 0.008 -0.01 -0.001
Si 6.871 1.399 6.909 -0.052 0.051 0.014
Si 9.601 4.142 6.921 -0.013 0.014 0.034
Si 6.848 6.84 6.882 0.064 0.016 -0.021
Si 9.576 9.583 6.899 0.027 -0.013 -0.017
Si 6.866 12.329 6.878 -0.015 -0.025 -0.03
Si 9.613 15.071 6.908 -0.035 -0.008 -0.009
Si 12.34 1.4 6.891 0.018 -0.013 -0.001
Si 15.054 4.142 6.888 -0.014 0.013 -0.014
Si 12.331 6.891 6.901 -0.012 -0.038 -0.031
Si 15.078 9.646 6.903 -0.047 -0.014 -0.015
Si 12.354 12.347 6.91 -0.031 -0.023 0.006
Si 15.102 15.086 6.889 -0.005 -0.048 -0.002
Si 0.035 2.758 8.23 -0.012 0.018 0.003
Si 2.761 0.024 8.25 0.016 0.039 0.006
Si 0.034 8.244 8.247 0.022 0.003 0.004
Si 2.765 5.491 8.237 0.007 -0.01 0.005
Si 0.03 13.705 8.27 0.009 0.016 0
Si 2.746 10.964 8.246 -0.006 -0.025 -0.01
Si 5.493 2.76 8.262 0.04 0.011 0.019
Si 8.222 0.017 8.268 0.009 -0.015 -0.009
Si 5.485 8.214 8.255 -0.016 0.009 -0.007
Si 8.208 5.489 8.275 -0.007 -0.046 -0.002
Si 5.484 13.675 8.252 0 0.005 -0.001
Si 8.205 10.949 8.259 0.034 0.016 -0.001
Si 10.964 2.755 8.268 0.011 0.03 -0.019
Si 13.708 0.028 8.255 0.006 0.036 -0.009
Si 10.941 8.222 8.274 -0.019 -0.022 -0.001
Si 13.689 5.504 8.259 0.028 0.027 0.012
Si 10.964 13.691 8.27 0.052 0.033 0.001
Si 13.695 10.972 8.28 0.007 0.013 0.01
Si 1.398 4.12 9.605 -0.02 0.009 -0.003
Si 4.12 1.385 9.619 -0.013 -0.003 -0.005
Si 1.396 9.593 9.624 -0.027 -0.003 0.003
Si 4.118 6.85 9.625 0.004 -0.005 -0.006
Si 1.402 15.057 9.632 -0.023 -0.017 0.005
Si 4.111 12.312 9.625 -0.005 -0.009 0.007
Si 6.845 4.118 9.641 -0.005 0.009 0.004
Si 9.584 1.385 9.628 0.001 0.009 -0.003
Si 6.838 9.582 9.634 0.01 -0.021 0.004
Si 9.571 6.854 9.645 0.014 -0.002 0.001
Si 6.844 15.039 9.617 -0.003 0.004 0.005
Si 9.575 12.314 9.619 -0.013 -0.028 -0.009
Si 12.328 4.125 9.63 -0.01 -0.027 0.004
Si 15.077 1.391 9.619 0.009 -0.016 -0.001
Si 12.316 9.591 9.627 -0.004 -0.002 -0.004
Si 15.067 6.869 9.611 -0.034 -0.034 -0.004
Si 12.333 15.057 9.621 -0.036 -0.025 -0.009
Si 15.064 12.333 9.635 -0.024 -0.007 0.002

Results
total energy: -115456.537 eV
total energy less fixed offsets of O -438.04, Si -107.15 eV per atom: -1.797 eV
